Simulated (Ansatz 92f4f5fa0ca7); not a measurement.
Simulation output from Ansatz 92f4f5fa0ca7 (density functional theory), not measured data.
Periodic cell of 279 atoms, Si169O110, from a study of silicon, its oxide and their interface. The atomic structure is a simulated model.
Doubt: the cutoff is far below the 930 eV that the study's wrapper takes by default for these files, so forces and energies are approximate.

Settings: functional PBE; potential files Ansatz PAW; basis plane waves; wave-function cutoff 580 eV; density cutoff ratio 5; exchange-correlation grid ratio 1; k mesh 1 x 1 x 1, Gamma-centred; self-consistency stop 5e-08 eV per atom in the density residual; occupations fixed; spin none; net charge 0.

Cell vectors (angstrom)
a 11.6015 0 0
b 0 13.3963 0
c 0 0 30.7774

Atoms: element, x, y, z (angstrom)
Si -0.0089 -0.1964 23.8762
Si 3.941 -0.004 24.167
Si 7.7466 -0.0423 24.2405
Si 1.9513 3.2339 24.0066
Si 5.7499 3.2857 23.9932
Si 9.7311 3.3769 24.0051
Si -0.1303 6.6521 24.0807
Si 3.8177 6.7615 24.1381
Si 7.6221 6.7081 24.01
Si 1.9655 9.8414 24.0733
Si 5.6931 10.0963 24.1778
Si 9.5743 9.9573 23.9639
Si -0.0025 2.1061 24.695
Si 3.8684 2.2186 24.9062
Si 7.7559 2.264 24.7203
Si 1.8771 5.5205 24.6615
Si 5.7346 5.5338 24.7529
Si 9.56 5.5629 24.8454
Si -0.0676 8.8921 24.7805
Si 3.8543 8.9098 25.0643
Si 7.6494 8.9177 24.7886
Si 1.9575 12.167 24.6489
Si 5.8096 12.2781 25.0123
Si 9.694 12.1731 24.82
Si -0.0104 2.1734 27.1329
Si 3.8588 2.2306 27.2593
Si 7.7394 2.2443 27.148
Si 1.8987 5.5525 27.1059
Si 5.7709 5.5583 27.1663
Si 9.6199 5.5664 27.223
Si -0.0234 8.9203 27.1774
Si 3.859 8.9208 27.369
Si 7.7053 8.9163 27.1835
Si 1.9385 12.2428 27.1073
Si 5.8014 12.272 27.3337
Si 9.6843 12.2323 27.2069
Si 1.9237 1.0732 27.9942
Si 5.8181 1.1327 28.0266
Si 9.6551 1.0899 27.9917
Si -0.0207 4.4287 27.9772
Si 3.831 4.4754 28.0087
Si 7.6995 4.4529 28.0199
Si 1.8927 7.7718 28.0081
Si 5.8044 7.7783 28.0306
Si 9.6463 7.8097 28.0083
Si 0.0242 11.1415 28.0148
Si 3.8432 11.1749 28.0475
Si 7.7446 11.1352 28.0342
Si 1.9336 1.1164 30.3825
Si 5.8008 1.1164 30.3825
Si 9.6679 1.1164 30.3825
Si 0 4.4654 30.3825
Si 3.8672 4.4654 30.3825
Si 7.7343 4.4654 30.3825
Si 1.9336 7.8145 30.3825
Si 5.8008 7.8145 30.3825
Si 9.6679 7.8145 30.3825
Si 0 11.1635 30.3825
Si 3.8672 11.1635 30.3825
Si 7.7343 11.1635 30.3825
Si 0 0 0.3944
Si 3.8672 0 0.3944
Si 7.7343 0 0.3944
Si 1.9336 3.3491 0.3944
Si 5.8008 3.3491 0.3944
Si 9.6679 3.3491 0.3944
Si 0 6.6981 0.3944
Si 3.8672 6.6981 0.3944
Si 7.7343 6.6981 0.3944
Si 1.9336 10.0472 0.3944
Si 5.8008 10.0472 0.3944
Si 9.6679 10.0472 0.3944
Si 0.0137 0.004 2.7681
Si 3.8954 0.0335 2.7458
Si 7.7679 0.0074 2.7608
Si 1.9082 3.3712 2.7736
Si 5.8006 3.364 2.745
Si 9.6609 3.357 2.751
Si 0.05 6.7153 2.7447
Si 3.8684 6.7024 2.7934
Si 7.7256 6.751 2.7614
Si 2.0031 10.0327 2.7597
Si 5.8381 10.0572 2.7802
Si 9.6992 10.0752 2.7686
Si -0.0225 2.2359 3.5928
Si 3.8589 2.2696 3.5392
Si 7.7231 2.2422 3.5511
Si 1.9345 5.5886 3.6718
Si 5.8109 5.5816 3.5686
Si 9.6843 5.6282 3.4309
Si 0.0444 8.9492 3.5234
Si 3.9353 8.927 3.6606
Si 7.7823 8.9785 3.6517
Si 1.979 12.2792 3.5013
Si 5.8273 12.3085 3.5506
Si 9.694 12.2983 3.6349
Si -0.0538 2.2178 5.9876
Si 3.837 2.2971 5.9004
Si 7.7096 2.2495 5.9236
Si 1.9238 5.5919 6.1275
Si 5.834 5.5661 5.9549
Si 9.7261 5.6653 5.7462
Si 0.1026 8.9631 5.8768
Si 4.0219 8.9042 6.1069
Si 7.8388 9.0129 6.0926
Si 2.0285 12.2666 5.8485
Si 5.8367 12.3402 5.9276
Si 9.6983 12.3041 6.0667
Si 1.9322 1.1028 6.5758
Si 5.7325 1.1921 6.692
Si 9.5863 1.1468 6.7966
Si -0.1066 4.4538 6.681
Si 3.8923 4.4682 6.7842
Si 7.8551 4.5126 6.5499
Si 2.0032 7.8822 6.7377
Si 6.0107 7.7409 6.786
Si 9.8104 7.8403 6.6849
Si 0.1093 11.1785 6.6333
Si 3.9613 11.1868 6.7136
Si 7.7311 11.2836 6.8325
O 5.4337 1.3599 8.3442
O 10.9624 4.3536 8.2961
O 8.2509 4.5549 8.1927
O 1.9878 1.0134 8.2371
O 0.4563 11.0882 8.2834
O 1.9376 8.2036 8.3866
O 10.0976 7.7628 8.3454
O 4.0734 11.3201 8.3801
O 7.4459 11.6719 8.4722
O 3.9726 4.3118 8.4684
O 9.2704 1.2139 8.4644
O 6.527 7.2891 8.3449
O 5.5748 3.1156 22.3216
O 2.1583 3.0403 22.3398
O 7.6313 -0.2589 22.5914
O 3.9207 7.1978 22.5093
O 9.3184 9.8297 22.296
O 7.4471 6.9532 22.3374
O 10.009 3.7557 22.358
O -0.4616 6.7559 22.4476
O 4.3562 13.6139 22.551
O 2.2282 9.3125 22.4764
O -0.0588 12.8192 22.209
O 5.4531 10.4019 22.5443
Si 5.7198 3.7243 20.8182
Si 9.8011 9.7087 20.7326
Si 10.9954 12.3001 20.7648
Si 1.7523 0.5094 9.7546
Si 0.1261 8.0981 17.011
Si 9.2209 6.7567 16.0382
Si 3.2214 4.0698 19.1506
Si 5.9987 7.235 9.8825
Si 10.3714 7.258 9.8728
Si 5.9749 1.0465 19.35
Si 10.5992 6.7104 20.9225
Si 9.0733 13.1293 12.1141
Si 8.6887 1.0907 14.9113
Si 4.1504 11.9069 9.8906
Si 4.7929 8.6451 14.019
Si 11.3971 11.6568 9.652
Si 9.5707 4.4816 9.1651
Si 1.45 6.5981 19.4049
Si 8.2222 11.4031 9.8834
Si 4.8461 10.5285 21.0349
Si 1.7565 12.1401 14.5457
Si 8.291 0.2189 21.1961
Si 10.8459 10.8979 16.2701
Si 8.1963 8.7262 11.3623
Si 3.6928 -0.0764 21.0932
Si 10.9789 0.0192 18.0171
Si 4.5476 3.6564 16.2895
Si 4.4611 11.0019 15.5545
Si 3.2744 2.46 11.467
Si 10.1681 2.7546 21.0801
Si 1.8683 7.5588 9.8781
Si 4.0686 9.1049 11.0927
Si 8.8456 1.7137 9.963
Si 9.7616 2.7756 18.135
Si 7.6367 6.2413 20.8813
Si 6.979 7.5697 18.0883
Si 5.7152 1.0527 9.9222
Si 1.664 2.1796 21.0383
Si 6.7225 12.842 16.9183
Si 9.5455 9.2647 14.0319
Si 2.8079 8.7127 15.9261
Si 11.5256 1.947 16.0484
Si 2.4869 1.9279 14.5718
Si 3.8568 5.0642 9.911
Si 7.1986 10.451 18.9173
Si 11.4413 10.9661 12.4675
Si 4.7684 6.6146 16.1236
Si 7.8101 3.7956 16.0715
Si 3.1102 8.2664 21.5692
O 7.8352 13.4991 15.9123
O 6.1198 0.7172 17.7647
O 1.169 11.6606 13.1034
O 3.3034 11.6472 14.6204
O 9.6442 0.8996 11.1331
O 0.6728 11.4664 15.6164
O 2.9509 2.3202 13.0575
O 0.1019 5.9179 20.0125
O 6.8791 4.8301 20.8361
O 6.0551 10.855 20.0008
O 2.5295 8.5629 11.0041
O 9.6518 10.474 15.1773
O 11.6689 -0.395 19.4404
O 5.423 7.3314 14.7811
O 10.9059 3.141 17.0061
O 4.1613 10.7116 10.9972
O 0.4958 0.7831 17.0779
O 10.3609 8.2283 20.3807
O 0.1999 10.6848 10.9014
O 2.6633 6.1502 9.8635
O 0.3382 7.2328 10.2688
O 3.7706 2.4515 15.4744
O 7.2336 1.5522 10.2429
O 0.289 13.2006 9.9158
O 9.7887 11.5837 9.4837
O 8.311 9.2889 12.9152
O 6.1826 3.6748 16.1847
O 9.6891 8.2409 10.969
O 7.1418 7.5173 11.0345
O 10.7824 6.8197 16.5864
O 7.7668 9.9148 10.3441
O 4.1843 5.1472 15.7208
O 5.4281 12.1452 16.1815
O 10.3105 1.182 15.2196
O 9.765 1.1223 18.2815
O 10.2294 12.0737 12.5665
O 6.6434 9.1699 18.0436
O 4.8728 8.423 9.8602
O 10.3538 12.1084 17.2527
O -0.6355 9.5405 17.2072
O 3.6964 11.6974 20.895
O 2.1672 7.4045 20.5976
O 1.9959 0.363 14.6342
O 2.8276 12.7852 10.2032
O 4.8974 8.6098 12.4147
O 9.3927 12.5573 20.6913
O 5.4587 12.8455 10.1545
O 4.3096 4.3842 20.3275
O 9.7114 5.794 10.1078
O 9.3233 3.2466 10.185
O 8.3543 3.3398 17.5482
O 4.1471 9.1122 20.6378
O 2.1715 2.9413 19.6787
O 3.5428 10.0554 16.5762
O 1.9676 1.8119 10.7157
O 9.2999 7.7916 14.743
O 10.9507 9.5713 13.1964
O 3.4917 7.4499 16.6847
O 8.5323 5.2708 15.6958
O 8.5758 10.0417 19.6914
O 3.1894 8.6644 14.3334
O 9.211 5.9275 20.6816
O 7.406 11.6977 17.8729
O 11.1079 10.6869 20.554
O 2.2324 0.6462 21.0508
O 8.4504 0.4359 13.4396
O 7.1128 0.2007 20.1092
O 8.3723 7.3765 17.2767
O 7.9516 12.3297 11.2181
O 7.085 7.1695 19.6609
O 1.0141 7.6881 18.2932
O 5.2744 5.8134 10.2647
O 1.2116 8.498 15.8629
O 4.6781 1.7768 10.9735
O 1.0942 2.6376 15.1298
O 11.6462 2.0793 21.0753
O 8.1988 2.6571 14.9554
O 4.5092 0.5897 19.8585
O 8.9899 1.6674 21.3437
O 9.9819 3.4335 19.6035
O 6.1714 2.6131 19.7117
O 3.442 4.0341 11.105
O 5.8719 6.6238 17.3313
O 4.0032 3.5335 17.826
O 2.4142 5.4413 18.7867
O 5.4353 10.0186 14.6536

Results
free energy: -169992.838 eV
free energy less fixed offsets of O -568.88, Si -635.61 eV per atom: 2.052 eV

Forces (eV/angstrom), in the order of the atoms: element, x, y, z
Si -0.0375 -0.1802 -0.6284
Si 0.1495 0.1599 -0.4005
Si -0.038 -0.1144 -0.4365
Si 0.1475 -0.085 -0.5488
Si -0.0574 -0.0584 -0.5704
Si 0.1534 0.3223 -0.4556
Si -0.177 0.1016 -0.5141
Si 0.1475 0.1571 -0.5196
Si -0.0936 0.1538 -0.5976
Si 0.1239 -0.2687 -0.5896
Si -0.1141 0.2204 -0.6323
Si -0.1809 -0.0438 -0.5997
Si -0.0374 -0.1165 0.2531
Si -0.1152 -0.0517 0.4333
Si -0.0172 -0.1265 0.3161
Si -0.0754 0.0142 0.3426
Si -0.0375 -0.0598 0.3029
Si 0.0295 0.015 0.3988
Si 0.0621 0.0283 0.3075
Si 0.0466 0.0037 0.3131
Si 0.0287 -0.0275 0.4306
Si 0.1232 0.0009 0.2282
Si 0.0051 -0.0701 0.4307
Si -0.0965 0.0615 0.2874
Si 0.0302 -0.0315 0.0177
Si 0.0325 0.006 0.0682
Si 0.0574 -0.0159 0.0423
Si -0.0331 -0.0166 0.085
Si -0.0086 -0.0627 0.0566
Si 0.0129 0.0185 0.0097
Si -0.037 0.0089 0.0824
Si -0.0528 -0.0201 0.0632
Si -0.0163 0.013 0.0974
Si -0.0587 -0.02 0.0565
Si 0.0126 0.035 0.0409
Si 0.0557 -0.0018 0.0696
Si -0.0375 0.0538 -0.1916
Si -0.0301 0.0101 -0.12
Si 0.0272 0.0217 -0.1931
Si -0.0123 -0.0099 -0.1916
Si 0.0012 -0.0327 -0.1634
Si -0.0024 0.007 -0.1625
Si 0.063 0.0099 -0.1348
Si -0.0155 0.0187 -0.1327
Si 0.0178 -0.0084 -0.1643
Si -0.0275 0.0086 -0.2325
Si 0.0672 -0.0389 -0.1166
Si -0.0004 -0.0354 -0.1613
Si -0.0598 -0.1544 -0.0921
Si 0.0671 0.1096 0.0692
Si -0.0267 -0.033 -0.1971
Si 0.0158 -0.0942 -0.2675
Si -0.0516 0.0796 -0.0108
Si -0.0948 -0.0688 0.066
Si -0.171 -0.1581 -0.1356
Si 0.1189 -0.1483 0.1029
Si -0.0441 -0.0009 0.028
Si 0.072 -0.0181 0.0626
Si -0.1887 0.0904 0.2621
Si 0.0929 -0.0767 0.1214
Si -0.0365 0.0199 0.0348
Si 0.0653 0.033 -0.1018
Si 0.08 0.004 -0.0095
Si -0.0869 0.1288 0.0172
Si 0.0397 0.0012 -0.0856
Si 0.0081 -0.0472 -0.139
Si 0.2356 0.0573 -0.1383
Si -0.0607 0.0171 0.1964
Si -0.101 0.1942 0.0391
Si 0.1845 -0.0454 0.0037
Si 0.0707 -0.0126 0.0487
Si -0.0463 0.0828 0.0678
Si -0.0071 0.0194 0.14
Si 0.0143 -0.0027 0.1039
Si 0.0199 -0.0018 0.1286
Si 0.0387 0.0112 0.1981
Si -0.0325 0.0196 0.1123
Si 0.0113 -0.0074 0.1303
Si -0.079 -0.0225 0.093
Si -0.0094 0.0258 0.1769
Si 0.001 -0.012 0.1476
Si -0.0323 0.0014 0.1353
Si -0.021 -0.0114 0.2023
Si -0.0042 -0.0061 0.1875
Si -0.0141 -0.0428 -0.1051
Si -0.0395 0.0375 -0.0669
Si -0.0214 -0.0451 -0.0883
Si 0.0445 0.0032 -0.0792
Si 0.0246 0.0052 -0.0195
Si 0.0588 0.0266 -0.0397
Si 0.0114 0.043 -0.0665
Si 0.0729 -0.0273 -0.0421
Si 0.0313 0.0298 -0.0856
Si 0.0012 -0.0081 -0.0723
Si -0.0137 0.0204 -0.0245
Si -0.0336 -0.0078 -0.0338
Si 0.1079 -0.0414 -0.3527
Si -0.0044 -0.0793 -0.4675
Si 0.0175 0.0184 -0.2846
Si -0.0505 0.015 -0.2308
Si -0.0679 -0.0291 -0.3857
Si -0.1604 0.0048 -0.3755
Si -0.1437 -0.0433 -0.4029
Si -0.0793 0.0375 -0.37
Si -0.021 0.0279 -0.3648
Si -0.1312 0.0394 -0.3264
Si 0.0668 0.0323 -0.3741
Si 0.1815 0.0023 -0.2901
Si 0.0044 -0.095 0.5778
Si -0.1673 0.0732 0.6171
Si -0.2841 0.0475 0.6757
Si -0.257 0.0011 0.648
Si 0.0899 -0.0382 0.6778
Si 0.2648 -0.0114 0.6495
Si 0.0224 0.2112 0.6231
Si 0.2427 -0.325 0.3767
Si 0.2712 -0.0443 0.6567
Si 0.2246 -0.0247 0.4381
Si 0.0356 0.0994 0.6083
Si -0.2858 0.2691 0.482
O 0.0647 0.0321 -0.3703
O 0.3451 -0.0321 -0.3663
O -0.2305 0.0364 -0.1455
O -0.0258 0.1031 -0.2312
O -0.124 0.0062 -0.2853
O -0.0011 -0.0493 -0.4035
O -0.1317 0.0815 -0.3711
O -0.04 -0.1506 -0.3063
O 0.0452 -0.1657 -0.5226
O -0.0074 -0.0031 -0.5804
O 0.1872 -0.1071 -0.5151
O -0.0202 0.1284 -0.3115
O 0.072 0.026 0.4398
O -0.0832 0.0723 0.3206
O 0.0278 0.1206 0.1143
O 0.0165 -0.231 0.3216
O 0.0557 0.0173 0.4989
O 0.0485 -0.0519 0.4521
O -0.1091 -0.1281 0.4129
O 0.1144 -0.0485 0.2025
O -0.0898 -0.0736 0.1955
O -0.2348 0.3301 0.3991
O 0.1378 0.1545 0.6155
O 0.0524 -0.103 0.2196
Si -0.1421 -0.027 -0.2554
Si -0.0113 0.1305 -0.1994
Si 0.0793 0.011 -0.1817
Si 0.0689 0.1889 0.2106
Si 0.0501 0.009 -0.0372
Si -0.0114 0.1338 -0.0728
Si 0.0394 0.1862 -0.2351
Si -0.228 0.1289 0.5534
Si -0.0161 0.1521 0.2937
Si -0.0319 -0.0148 -0.1389
Si 0.2486 0.012 -0.1932
Si 0.0741 -0.0353 0.1017
Si 0.0117 -0.0456 -0.0543
Si -0.0991 0.0356 0.3031
Si 0.0642 -0.0185 -0.1312
Si 0.1433 -0.0732 0.2057
Si -0.0746 0.1026 -0.0125
Si 0.1172 -0.1433 -0.209
Si -0.0531 -0.0957 0.5012
Si 0.2615 0.0223 -0.1833
Si -0.0731 -0.043 -0.0552
Si -0.2534 -0.1652 -0.107
Si -0.0463 -0.0774 -0.0846
Si 0.1207 0.0482 0.211
Si 0.1403 0.0295 -0.2327
Si -0.0363 0.0076 -0.1232
Si -0.1625 -0.0108 0.013
Si 0.0639 -0.1113 -0.0116
Si -0.1285 -0.0327 0.0151
Si -0.0404 0.0955 -0.2756
Si 0.1539 -0.0357 0.2735
Si 0.0652 -0.15 0.1762
Si 0.0251 -0.0784 0.3035
Si -0.015 -0.076 -0.2459
Si 0.0277 0.0757 -0.1817
Si -0.0758 0.1712 -0.2579
Si -0.1012 -0.0285 0.3371
Si 0.1918 0.2275 -0.2644
Si 0.0592 -0.0488 0.0123
Si -0.0085 -0.0104 -0.0992
Si -0.0274 -0.0548 -0.0347
Si -0.0323 0.0664 -0.0558
Si 0.0309 0.094 -0.1552
Si -0.0719 0.0837 0.4008
Si -0.1005 -0.0648 -0.1998
Si -0.1089 0.0615 0.2179
Si 0.0273 0.0861 -0.0334
Si 0.0904 -0.0131 0.0096
Si -0.0818 -0.102 -0.0826
O -0.008 0.0189 0.0085
O -0.0253 0.0101 0.1085
O 0.0252 0.0116 -0.0011
O -0.0727 0.0457 -0.0345
O -0.0467 0.0744 -0.1441
O 0.0121 -0.0133 0.0497
O -0.0185 -0.0497 0.0667
O -0.1729 0.0533 0.1713
O 0.0636 -0.0526 0.1116
O -0.1497 0.0245 0.1609
O -0.1174 -0.0591 -0.1641
O 0.0487 0.0092 0.0573
O -0.0306 -0.0254 0.1385
O 0.0118 0.0075 -0.0133
O 0.0433 -0.0055 0.0429
O 0.0276 0.192 -0.1954
O -0.0504 0.0047 0.1041
O 0.0071 -0.0142 0.0846
O 0.0266 0.0392 -0.164
O -0.0516 -0.0187 -0.1687
O -0.0566 0.053 -0.115
O 0.0457 0.0055 0.0384
O 0.0284 -0.0432 -0.1322
O -0.0956 -0.0348 -0.1559
O -0.0055 0.0148 -0.1384
O 0.0073 -0.0102 -0.0006
O 0.0236 0.0076 -0.0223
O 0.0947 -0.052 -0.1822
O -0.1546 -0.1655 -0.2181
O -0.0818 -0.0541 0.0136
O -0.0145 0.1307 -0.1827
O 0.0448 -0.0187 -0.01
O -0.0592 -0.0263 0.0283
O 0.0036 0.0067 -0.0606
O 0.0278 0.0096 0.0545
O 0.0271 0.0277 -0.0453
O 0.013 -0.0469 0.0541
O 0.105 -0.0142 -0.2131
O 0.0446 0.0178 0.0407
O 0.0451 0.0503 0.0163
O -0.0863 0.0492 0.1365
O 0.0353 0.0811 0.138
O 0.0092 -0.0526 0.0205
O 0.039 -0.1 -0.0909
O -0.0152 -0.0115 -0.132
O -0.0735 -0.0121 0.0634
O 0.1153 -0.058 -0.188
O 0.0445 -0.0175 0.1174
O -0.095 -0.1502 -0.1413
O 0.0986 0.1169 -0.1636
O 0.0211 0.022 0.1132
O -0.0244 -0.0648 0.0511
O -0.1954 -0.2329 0.2787
O -0.0211 0.0503 0.0694
O -0.0673 -0.1229 -0.1341
O 0.0206 0.0102 0.0122
O 0.0234 -0.0362 -0.0009
O 0.0217 0.0101 0.0532
O -0.0131 -0.0346 -0.0091
O 0.1904 -0.037 0.1714
O -0.0394 0.0273 0.0666
O -0.0965 -0.1244 0.1344
O 0.0156 -0.0056 0.0568
O 0.0543 0.0439 0.1083
O -0.0706 -0.0476 0.1712
O -0.0195 0.0122 -0.0574
O 0.161 -0.0432 0.1047
O 0.0131 -0.0359 0.0592
O -0.0479 -0.101 -0.2448
O 0.0504 -0.1 0.1951
O -0.0405 0.0368 0.0752
O 0.1627 -0.0392 -0.1478
O -0.003 0.0613 -0.0305
O 0.1975 -0.0895 -0.2375
O 0.0015 -0.0658 0.0266
O -0.0718 -0.0829 0.0809
O -0.0243 0.0389 -0.0345
O -0.1196 -0.0433 0.1545
O 0.0532 0.1308 0.1378
O -0.0181 -0.0599 0.2122
O 0.0186 0.1122 0.1356
O 0.0897 0.2136 -0.2065
O 0.0238 -0.0218 0.1086
O 0.0408 -0.0196 0.0472
O -0.0171 -0.0258 0.1084
O -0.0656 0.0342 0.0256

The program warned: the cutoff lies below the one the program advises for these potential files; the forces do not sum to zero within the program's tolerance; the exchange-correlation potential is rough where the density is thin.
